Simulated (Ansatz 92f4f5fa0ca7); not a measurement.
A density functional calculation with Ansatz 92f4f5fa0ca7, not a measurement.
Periodic cell of 234 atoms, Si146O88, from a study of silicon, its oxide and their interface. The atomic structure is a simulated model.
Doubt: the cutoff is far below the 930 eV that the study's wrapper takes by default for these files, so forces and energies are approximate.
This geometry differs little from another in the collection (a relaxation step or a small displacement).

Settings: functional PBE; potential files Ansatz PAW; basis plane waves; wave-function cutoff 580 eV; density cutoff ratio 5; exchange-correlation grid ratio 1; k mesh 1 x 1 x 1, Gamma-centred; self-consistency stop 5e-08 eV per atom in the density residual; occupations fixed; spin none; net charge 0.

Cell vectors (angstrom)
a	11.6015	0	0
b	0	10.938	0
c	0	0	32.6993

Atoms and the computed forces on them: element, x, y, z (angstrom), force x, y, z (eV/angstrom)
Si	-0.0037	0.1399	24.0243	-0.0019	-0.011	-0.0166
Si	3.897	0.4333	23.4703	0.0147	-0.0213	-0.0547
Si	7.7903	-0.2904	23.9601	0.0079	-0.0167	-0.0144
Si	1.8872	1.5012	24.0242	-0.0178	0.0129	-0.0061
Si	6.0312	1.3201	23.9096	-0.0057	0.0157	-0.0006
Si	9.5629	1.2945	24.1557	-0.0042	0.015	-0.005
Si	-0.0302	5.4983	24.1111	0.0117	-0.0082	-0.0049
Si	3.5968	5.4342	24.1889	-0.004	-0.0096	-0.0066
Si	7.6858	5.4776	24.1208	0.0012	-0.0111	-0.0067
Si	1.7874	6.962	24.24	-0.0122	0.0065	-0.0094
Si	5.6273	6.6116	23.9184	0.0036	-0.0001	-0.011
Si	9.6109	6.8167	24.0489	-0.0086	0.0092	-0.0091
Si	1.9206	2.7662	26.0152	0.0058	0.0124	0.0071
Si	5.7922	2.6549	25.9318	0.0053	0.0095	0.0055
Si	9.614	2.6999	26.0504	0.0005	0.0084	0.0025
Si	-0.055	4.0705	25.9885	0.0002	-0.0104	-0.0021
Si	3.8686	4.0723	26.0672	-0.0062	-0.0138	-0.0008
Si	7.6919	4.067	26.0119	-0.0041	-0.0081	-0.0016
Si	1.9684	8.4014	26.0137	0.0038	-0.0004	0.0028
Si	5.6964	8.1517	25.7965	0.0036	0.0048	0.0074
Si	9.6922	8.1675	25.976	0.0036	0.0048	-0.0012
Si	-0.0347	9.6172	25.9154	0.0003	-0.0049	0.0026
Si	3.9041	9.7416	25.6301	-0.0002	0.0064	0.0209
Si	7.6979	9.415	25.9371	0.0002	-0.0057	0.0004
Si	-0.0271	0.0112	27.8698	0.0001	0.0051	-0.0025
Si	3.8654	-0.0227	27.7727	0.0021	0	-0.0132
Si	7.6924	-0.0508	27.8358	-0.0014	0.0012	-0.0008
Si	1.9251	1.3364	27.8798	-0.0006	-0.0037	-0.0148
Si	5.7814	1.3382	27.8801	-0.0022	-0.0044	-0.0102
Si	9.6225	1.3156	27.9267	-0.0004	-0.0008	-0.0098
Si	0.0088	5.4864	27.8788	-0.0022	0.003	-0.0067
Si	3.8705	5.5014	27.9232	0.0008	0.0028	-0.0048
Si	7.6969	5.4913	27.8861	0.0019	0.0052	-0.0084
Si	1.9452	6.8781	27.8561	0.0003	-0.0019	-0.0082
Si	5.7685	6.8753	27.8312	-0.002	0.0016	-0.0101
Si	9.6651	6.8094	27.8922	-0.0012	-0.0054	-0.0039
Si	1.9336	2.7345	29.8	0.0319	-0.0617	-0.008
Si	5.8008	2.7345	29.8	0.0207	-0.0326	-0.0397
Si	9.6679	2.7345	29.8	-0.1108	0.0098	0.1357
Si	0	4.1018	29.8	0.1019	-0.0054	-0.015
Si	3.8672	4.1018	29.8	-0.0244	-0.0403	0.261
Si	7.7343	4.1018	29.8	-0.0782	0.0762	0.0772
Si	1.9336	8.2035	29.8	0.018	0.0243	0.1493
Si	5.8008	8.2035	29.8	-0.0084	0.0688	-0.0833
Si	9.6679	8.2035	29.8	-0.0187	0.011	0.0704
Si	0	9.5708	29.8	-0.0014	-0.0791	-0.0855
Si	3.8672	9.5708	29.8	-0.0043	-0.046	-0.453
Si	7.7343	9.5708	29.8	-0.0684	-0.1344	-0.0207
Si	0	0	31.7336	0.0086	0.0765	0.0043
Si	3.8672	0	31.7336	0.0008	0.1822	-0.0397
Si	7.7343	0	31.7336	-0.0006	0.1157	-0.0153
Si	1.9336	1.3673	31.7336	0.0084	-0.0147	-0.0018
Si	5.8008	1.3673	31.7336	-0.0036	-0.0099	-0.006
Si	9.6679	1.3673	31.7336	0.0023	0.0088	0.0726
Si	0	5.469	31.7336	-0.0047	0.0166	0.0277
Si	3.8672	5.469	31.7336	0.0045	0.0381	0.067
Si	7.7343	5.469	31.7336	-0.0109	-0.0368	-0.0109
Si	1.9336	6.8362	31.7336	0.0004	-0.0298	-0.0106
Si	5.8008	6.8362	31.7336	-0.0049	-0.0646	-0.0598
Si	9.6679	6.8362	31.7336	-0.0047	-0.0386	0.0017
Si	1.9336	2.7345	0.9679	0.0002	0.0401	0.0065
Si	5.8008	2.7345	0.9679	-0.0019	0.0337	-0.0856
Si	9.6679	2.7345	0.9679	0.0162	0.0428	0.1486
Si	0	4.1018	0.9679	-0.0039	0.0589	-0.0047
Si	3.8672	4.1018	0.9679	0.0483	0.0378	0.246
Si	7.7343	4.1018	0.9679	0.0052	-0.0001	-0.2979
Si	1.9336	8.2035	0.9679	0.0262	-0.089	-0.0582
Si	5.8008	8.2035	0.9679	0.0068	-0.0249	-0.1832
Si	9.6679	8.2035	0.9679	0.0273	0.0152	-0.0157
Si	0	9.5708	0.9679	0.0555	-0.0597	0.1247
Si	3.8672	9.5708	0.9679	-0.0398	-0.1219	0.1324
Si	7.7343	9.5708	0.9679	0.0152	-0.0635	0.2153
Si	0.0128	0.0095	2.9067	-0.0011	0.0007	0.0091
Si	3.868	0.0045	2.9114	0.0006	0.0047	0.0046
Si	7.7514	0.0048	2.9252	0.0001	0.0057	0.0065
Si	1.9478	1.3751	2.8996	0.0009	-0.0017	0.0048
Si	5.7994	1.3377	2.8649	-0.0015	-0.0013	0.01
Si	9.6907	1.3438	2.8948	0.0021	-0.0019	0.0063
Si	0.0139	5.4733	2.9073	0.0007	0.0045	0.0024
Si	3.8891	5.4509	2.955	-0.0002	0.0024	0.0031
Si	7.7605	5.4721	2.8623	0.0005	0.0009	0.0048
Si	1.9653	6.829	2.9014	0.0002	-0.0064	0.0054
Si	5.8182	6.8428	2.8902	-0.001	-0.0031	0.0026
Si	9.675	6.844	2.9043	0.0004	-0.0028	0.0048
Si	1.9712	2.7042	4.8558	-0.0004	0.005	-0.0046
Si	5.8267	2.6923	4.7746	-0.0006	0.0075	-0.009
Si	9.7464	2.5856	4.8976	-0.0015	0.0068	-0.008
Si	-0.0014	4.049	4.8064	0.0008	-0.0049	0.0017
Si	3.9059	4.1085	4.9544	0.0042	-0.0105	-0.0047
Si	7.8112	3.936	4.6508	-0.0011	-0.0043	0.0035
Si	1.9498	8.2992	4.7559	-0.0058	0.0132	-0.0011
Si	5.8362	8.3005	4.7574	0.0013	0.0064	-0.0001
Si	9.6406	8.2309	4.8331	0.0017	0.0093	-0.0027
Si	-0.0121	9.5523	4.8261	0.0012	-0.0066	-0.0067
Si	3.8972	9.6609	4.9144	0.0002	-0.0066	-0.0054
Si	7.7655	9.7075	4.9576	-0.0028	-0.0063	-0.0032
Si	0.1158	-0.2514	6.8937	0.0044	-0.0162	0.0071
Si	3.9918	0.0899	6.9415	-0.0001	-0.0152	0.0039
Si	7.8426	0.1307	7.0804	-0.0027	-0.0166	0.0028
Si	1.9264	1.2789	6.7901	-0.0042	0.0189	-0.0007
Si	5.8653	1.5462	6.8407	0.0019	0.0098	-0.0041
Si	9.9443	1.3109	6.9951	0.0025	0.0207	0.0068
Si	-0.0473	5.491	6.6833	-0.0008	-0.0122	-0.0022
Si	3.8142	5.7242	6.7817	-0.0042	-0.0069	0.0061
Si	7.7734	5.3171	6.4723	0.0022	-0.0152	-0.0043
Si	1.8105	6.9052	6.6045	0.0007	0.0082	0.0055
Si	5.9547	6.8223	6.5689	0.0087	0.0118	-0.0066
Si	9.5627	6.8016	6.7191	-0.0055	0.0075	0.0006
O	5.5932	2.8709	7.8667	-0.0018	-0.0029	0.0004
O	1.6608	7.6385	8.0902	0.0013	-0.002	-0.007
O	6.5135	7.8577	7.7551	-0.0021	0.0029	0.0043
O	11.7271	4.6293	8.0896	-0.0003	0.0031	-0.0005
O	7.8467	10.0096	8.3889	0.0002	0.0119	-0.0056
O	9.1916	7.6821	8.1118	0.0018	0.0018	0.0003
O	4.1633	10.0969	8.31	0.0005	0.0031	-0.0013
O	10.4879	2.2928	8.2619	-0.003	-0.0097	-0.009
O	7.8595	4.3121	7.8272	-0.0021	0	0.0021
O	3.5096	5.3442	8.4114	-0.0013	0.0001	-0.0051
O	0.1773	9.781	8.3242	-0.0012	0.0077	-0.01
O	1.6039	2.356	8.029	0.0037	-0.0075	-0.0039
O	1.6022	7.845	22.8283	0.0024	0.0002	0.0023
O	1.4823	2.3102	22.6093	0.007	-0.0132	0.0053
O	6.5909	2.3653	22.7344	-0.0038	-0.0041	-0.0013
O	3.5104	8.3046	21.0854	0.0011	0.0001	-0.0032
O	5.6113	7.3063	22.3931	-0.001	0.0012	0.0013
O	7.8944	9.7239	22.5423	-0.002	0.0081	0.0082
O	3.0835	4.332	23.0374	0.0053	0.0009	0.0013
O	9.6374	7.7188	22.6516	0.0001	-0.002	0.0037
O	0.3795	4.7111	22.6839	-0.0031	0.0004	-0.0028
O	7.9324	4.6384	22.7068	-0.0015	0.0062	0.0027
O	4.1054	10.397	19.2028	-0.0009	0.0004	0.0001
O	9.3204	2.328	22.8646	0.0017	-0.0053	-0.0032
Si	1.0083	8.6416	9.1848	-0.0021	-0.0017	0.0092
Si	9.2876	10.0984	15.6381	0.0024	0.0007	-0.0011
Si	5.5918	-8.6175	18.558	-0.0043	0.0028	0.0022
Si	6.5708	3.8796	8.7263	0.0066	0.003	0.0097
Si	2.6261	5.4268	20.0371	-0.0045	-0.0016	0.0004
Si	1.0196	3.9072	15.9454	-0.0006	0.0028	-0.0029
Si	1.9144	7.9734	21.235	-0.0017	0.0006	-0.001
Si	-0.858	8.0217	11.5958	0.0027	0.0009	0.0053
Si	11.8825	3.1085	8.6397	0.001	0.0031	0.0084
Si	1.7198	3.872	22.2467	-0.0015	0.0097	-0.0063
Si	4.4695	-4.8574	9.5157	0.0023	0.0008	0.008
Si	-0.8984	3.5966	17.9496	0.0043	-0.0002	-0.0063
Si	9.2893	2.392	12.8459	-0.0002	0.0007	0.0017
Si	-4.4861	8.6907	16.8979	0.0001	0.004	-0.0027
Si	-1.3443	2.0505	15.6362	0.005	-0.001	0.0015
Si	3.4723	4.6105	14.594	-0.0052	0.0008	0.0003
Si	11.4285	-0.7822	20.9029	0.001	0.0043	-0.0008
Si	7.1861	7.0285	19.407	-0.0022	-0.0007	-0.0019
Si	-6.9251	-0.3942	17.6743	-0.0019	-0.0007	-0.0031
Si	0.0048	-1.7066	14.2196	0.0007	-0.0007	0.0048
Si	-1.0252	10.9185	11.9923	0.001	0.0003	0.0059
Si	15.4934	9.2557	9.6856	0.0029	-0.0002	0.0041
Si	8.8445	8.7177	21.6292	0.0029	0.0003	-0.0046
Si	7.7861	8.3788	8.6244	0.0007	-0.009	0.0048
Si	4.7241	-3.7195	21.0205	-0.0016	0.0022	0.0005
Si	18.2341	2.723	11.5251	0.002	0.0023	0.0006
Si	-4.5818	-1.5912	14.0019	0.001	0.0024	0.0027
Si	13.6324	-0.1676	16.0296	-0.0006	-0.0005	-0.0029
Si	0.9961	1.1895	18.8216	0.0022	0.0022	-0.0022
Si	3.4539	4.3039	17.4054	-0.001	-0.0015	-0.0024
Si	2.8038	1.7695	13.5732	-0.0008	0.0014	0.0047
Si	7.9939	3.075	22.2754	0.0016	0.0016	-0.0121
Si	19.4111	7.3441	11.6582	-0.0022	0.0026	-0.0008
Si	5.0691	0.03	12.1694	-0.0016	-0.0005	0.0057
Si	3.8088	11.6472	20.2216	-0.0009	0.0053	0.0029
Si	11.9779	2.4044	11.5758	0.0008	0.0052	0.002
Si	8.0497	3.9618	19.3547	-0.0004	0.0011	0.0006
Si	5.23	5.3562	12.2046	-0.0017	0.0026	0.0049
O	1.6551	13.3137	12.5756	-0.0009	0.0009	-0.0035
O	5.7034	-0.8152	13.4267	-0.0011	0.0023	-0.0041
O	7.6262	-2.4732	12.801	0.0007	0.0004	-0.0045
O	12.1999	3.2716	10.2287	-0.0008	-0.0007	-0.0031
O	8.1568	10.425	14.4883	-0.0014	0.0006	-0.003
O	7.065	2.9884	9.9808	-0.0024	0.0013	-0.0056
O	1.0124	-1.8316	20.5365	-0.0008	-0.001	-0.0021
O	7.45	7.392	17.8313	0.0005	-0.0017	0.0024
O	1.8047	-6.1207	14.7956	0.0007	-0.0005	-0.0016
O	3.7398	0.231	21.7945	-0.0015	0.0112	0.0315
O	2.0056	4.0472	20.6488	-0.0007	-0.0004	-0.0006
O	9.447	6.9829	11.6778	-0.0003	-0.0005	-0.0027
O	0.2125	2.6247	18.6535	-0.0002	-0.0002	-0.0016
O	7.5128	7.9908	10.1855	0.0005	0.0021	-0.0015
O	6.7521	-2.5589	15.3152	-0.0002	0.0008	-0.0027
O	8.0887	7.8345	20.4957	0.0032	0.0034	-0.001
O	7.0854	13.9204	18.4385	-0.0007	0.0013	-0.0053
O	2.2447	0.9531	14.8645	0.0012	0.0018	-0.0025
O	5.3749	1.0934	17.4866	0.0009	0.0016	-0.0012
O	1.572	-4.3283	20.412	0.0024	0.0024	-0.0043
O	8.4666	-12.2478	16.9641	-0.0003	0.0001	-0.0015
O	10.1223	9.5231	11.3214	-0.0011	0.0006	-0.0031
O	7.9426	-7.8046	12.3858	-0.0015	0.0013	-0.0021
O	6.1302	1.1821	11.6848	-0.0002	0.0004	-0.0031
O	4.0502	5.738	20.7991	0.0005	0.0022	-0.0019
O	16.009	7.7163	9.4287	-0.001	0.0032	-0.0038
O	16.3019	-0.9836	10.9314	-0.0004	0.0004	-0.0044
O	2.4084	12.3046	19.6495	-0.0007	-0.0008	-0.0033
O	3.7186	0.7619	12.6866	0.0022	-0.0005	-0.0043
O	4.1102	4.9684	16.0649	0.0013	0.0001	0.002
O	9.7153	2.7118	17.0022	-0.0008	0.0023	0.0004
O	4.5775	3.5304	18.2269	0.0009	-0.0003	-0.003
O	1.2617	-1.437	15.2592	-0.0007	0.0014	-0.0031
O	2.2582	3.3122	16.8663	0.0027	0.0006	-0.0008
O	-4.2494	5.4166	19.5816	-0.001	0.0016	-0.0035
O	10.2862	-2.0419	15.1373	0	0.0021	-0.0032
O	-1.359	0.4462	15.8956	-0.0004	0.001	-0.0017
O	0.1061	7.7943	10.2807	0.0027	0.0012	-0.0041
O	9.9186	-1.3565	20.7684	-0.0025	-0.0013	-0.0004
O	1.2376	0.4374	17.3583	-0.0009	0.0024	0.001
O	5.9125	16.2519	9.2077	0.0007	-0.0011	-0.0059
O	8.16	3.0524	20.6847	-0.0005	-0.0019	0.0096
O	0.0552	-0.4061	22.4656	0.0016	0.0015	0.0028
O	11.6328	8.0727	13.0146	-0.0016	-0.0005	-0.0074
O	0.0065	0.8706	11.0915	-0.0002	-0.0001	-0.0048
O	10.6874	14.0106	12.3446	0.0012	-0.0001	-0.0028
O	9.2285	2.4348	14.4594	-0.0018	0.001	-0.0032
O	5.0816	1.7566	20.0304	0.0007	0.0006	-0.0057
O	4.1307	5.7861	11.0722	0.0002	0.0008	-0.005
O	9.6015	4.3061	18.9115	-0.0006	0.0022	-0.0021
O	5.4817	3.7586	12.0061	0.0004	0.0011	-0.0019
O	-0.2334	10.6377	13.4007	-0.0015	0.0024	-0.0046
O	0.1462	13.6101	15.3	-0.0021	0	-0.0007
O	2.2801	9.2905	10.0086	-0.0008	0.0002	-0.0041
O	3.6634	3.0476	14.1347	0.0006	-0.0009	-0.0038
O	5.6596	7.4916	19.7339	-0.0003	0.0008	-0.0024
O	3.5011	-0.6583	16.5675	0.0024	0.0008	-0.0005
O	2.8067	-5.5366	18.4232	0.0003	0.0007	-0.002
O	5.8286	-1.503	17.5145	0.0002	0.0005	-0.0019
O	4.3607	5.5565	13.5884	0.0039	0.0017	-0.0055
O	6.6747	-4.762	12.0301	0.0005	-0.0003	-0.0032
O	9.2401	11.8072	12.2492	-0.0013	-0.0006	-0.0033
O	-0.0391	-6.288	16.985	-0.002	0.0015	0.0009
O	11.5599	0.3747	19.782	-0.0012	-0.0035	-0.0008

Results
free energy: -142854.785 eV
free energy less fixed offsets of O -568.88, Si -635.61 eV per atom: 5.715 eV

The program warned: the cutoff lies below the one the program advises for these potential files; the forces do not sum to zero within the program's tolerance; the exchange-correlation potential is rough where the density is thin.
